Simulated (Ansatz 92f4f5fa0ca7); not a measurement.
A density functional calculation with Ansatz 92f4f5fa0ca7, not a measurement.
Periodic cell of 158 atoms, Si90O68, from a study of silicon, its oxide and their interface. The atomic structure is a simulated model.

Settings: functional r2SCAN; potential files Ansatz norm-conserving; basis plane waves; wave-function cutoff 1300 eV; density cutoff ratio 4; exchange-correlation grid ratio 1; k mesh 2 x 2 x 1, shifted by 0.5 0.5 0.5 of a step; self-consistency stop 5e-08 eV per atom in the density residual; occupations Fermi-Dirac, 0.05 eV; spin none; net charge 0.

Cell vectors (angstrom)
a	10.88	0	0
b	0	10.88	0
c	0	0	22.6332

Atoms: element, x, y, z (angstrom)
Si	-0.2419	0.4966	-0.0131
Si	2.7876	2.8307	0.0311
Si	-0.2941	5.8721	0.1357
Si	2.9634	8.0096	0.0459
Si	4.9997	0.5185	-0.0856
Si	8.3852	2.6455	-0.0857
Si	5.1155	5.7261	-0.0277
Si	8.2177	7.9703	0.1171
Si	1.2698	1.5744	1.3876
Si	4.0404	4.1982	1.4258
Si	1.3605	6.9034	1.4222
Si	4.1066	9.628	1.3027
Si	6.7594	1.4779	1.2223
Si	9.4898	4.1594	1.3602
Si	6.7282	6.7774	1.4242
Si	9.4512	9.6772	1.2346
Si	-0.0381	2.8383	2.7766
Si	2.6722	0.0604	2.6605
Si	-0.0482	8.3085	2.6613
Si	2.6855	5.4941	2.7884
Si	5.4355	2.7728	2.6887
Si	8.0791	0.0499	2.6662
Si	5.4481	8.2322	2.7187
Si	8.0643	5.4034	2.7422
Si	1.3811	4.0712	4.1464
Si	4.1012	1.3398	4.0631
Si	1.3615	9.56	4.0535
Si	4.1227	6.8201	4.0968
Si	6.7723	4.0261	4.1357
Si	9.4977	1.3561	4.0529
Si	6.825	9.5098	4.1047
Si	9.4618	6.8541	4.002
Si	-0.02	-0.0391	5.4398
Si	2.7393	2.639	5.4771
Si	-0.088	5.4327	5.3137
Si	2.726	8.1581	5.3921
Si	5.4534	-0.0671	5.4802
Si	8.1213	2.6359	5.4515
Si	5.4518	5.3896	5.4967
Si	8.1479	8.115	5.5087
Si	1.3557	1.2676	6.8235
Si	4.1351	3.9543	6.8245
Si	1.371	6.6796	6.6117
Si	4.0859	9.4091	6.872
Si	6.933	1.1676	6.8836
Si	9.4446	4.0973	6.7241
Si	6.837	6.6706	6.9009
Si	9.6038	9.4122	6.8464
Si	-0.0903	2.7004	7.9519
Si	2.6186	-0.1789	8.2761
Si	0.0613	7.903	8.0307
Si	2.6713	5.3343	7.9985
Si	5.4752	2.4848	8.1587
Si	8.4057	-0.1732	8.3805
Si	5.4574	7.9831	8.2485
Si	8.1977	5.3372	8.3297
Si	1.1474	4.1079	9.3037
Si	4.447	0.7417	9.4621
Si	1.4058	9.0025	9.5388
Si	3.6907	6.8808	9.3903
Si	7.1045	3.5351	9.4601
Si	9.553	1.6176	9.6189
Si	6.7723	9.4158	9.6417
Si	9.9778	6.4032	9.5809
Si	-0.4817	-2.4428	11.8732
Si	4.003	-6.2586	14.1416
Si	-0.2787	4.3746	16.5825
Si	6.2562	6.3164	13.7066
Si	-1.1943	0.1057	17.4134
Si	3.4926	11.1439	12.4238
Si	-3.4066	-1.7988	12.799
Si	1.2274	3.1937	14.4075
Si	1.7259	-0.8788	20.4988
Si	6.5368	10.987	17.2386
Si	1.0665	2.1366	11.5929
Si	12.7138	-1.9047	13.6789
Si	16.0677	4.973	11.4658
Si	-0.5297	2.4896	18.7928
Si	-5.3689	-2.4304	18.0493
Si	-3.8252	4.651	20.4169
Si	4.5862	-0.1833	19.6148
Si	-2.953	3.8767	17.7338
Si	12.0728	6.3805	18.0603
Si	2.8127	-2.2666	16.48
Si	-3.291	7.4957	20.0234
Si	-4.392	3.5708	15.0081
Si	12.1023	11.1569	15.5714
Si	12.1008	4.39	20.4286
Si	10.2628	8.5391	18.8733
Si	6.036	0.7495	14.2073
O	2.4153	3.6993	-1.3428
O	0.826	0.0783	-1.1848
O	0.2188	3.1345	-5.1309
O	4.4004	-2.5735	-5.801
O	0.3556	5.3879	-1.2823
O	-5.4901	0.0943	-1.638
O	2.3627	8.7795	-1.2702
O	0.238	3.1362	-2.5848
O	6.8079	4.3818	-3.8255
O	3.851	1.6594	-0.4198
O	10.5955	0.5313	-6.4929
O	8.0135	5.9682	-2.2341
O	5.6765	5.0174	-1.4227
O	3.9875	6.8306	-0.5485
O	7.1824	8.2166	-1.1917
O	9.5636	7.0918	-0.3351
O	0.1483	5.2036	10.0543
O	4.3329	-10.3123	11.0932
O	5.7508	-0.2329	9.3077
O	-2.1011	2.8572	18.6595
O	2.6022	7.9448	10.0915
O	-0.2685	12.3441	10.9106
O	1.7782	3.1037	10.4787
O	0.6849	3.0096	12.8964
O	2.1064	1.0629	12.1996
O	6.0933	3.8938	10.7001
O	4.5078	0.7231	13.6286
O	8.2951	2.5863	10.1437
O	6.8759	9.0716	11.2749
O	4.3182	4.1878	12.599
O	12.6127	1.7874	15.1373
O	9.7487	7.1887	11.0376
O	0.7218	-2.8443	12.9404
O	-4.9787	-10.3764	15.811
O	11.6647	-5.295	16.7119
O	-0.1176	-7.0398	15.0722
O	0.3297	9.3725	10.7813
O	2.1154	7.6276	17.5801
O	2.4469	4.3062	14.4674
O	7.119	-7.6228	16.4698
O	4.6822	-4.7305	14.2649
O	7.0408	5.0303	14.4337
O	2.4897	8.1538	14.9424
O	-4.2275	9.3788	17.3766
O	4.6889	-1.7591	19.2627
O	-7.8387	-12.1707	12.7441
O	-0.1853	-3.873	18.6247
O	4.1779	5.8342	10.557
O	6.7314	13.1244	14.0569
O	-1.7634	9.0767	12.6901
O	6.2367	6.0245	12.1161
O	-2.0209	8.4329	19.6543
O	10.3542	0.8658	18.7094
O	-1.7957	4.834	17.0228
O	11.5275	-1.5791	19.5183
O	11.8902	-0.6174	14.2418
O	-7.9319	10.8799	19.7954
O	4.8685	14.5864	15.1806
O	2.2477	-0.6712	16.5239
O	6.4331	-3.538	18.8386
O	-1.0008	-1.4977	17.5329
O	-3.9133	-0.4138	13.5318
O	-1.4356	1.4795	21.9581
O	7.7607	3.4268	21.229
O	8.1187	0.5549	17.2643
O	5.4543	11.4754	18.4105
O	6.9501	-3.0748	13.7587
O	1.7718	5.3091	19.1659

Results
free energy: -42155.981 eV
free energy less fixed offsets of O -463.61, Si -117.95 eV per atom: -15.001 eV
pressure: -2.61 GPa
stress xx, yy, zz, yz, xz, xy (GPa, positive in tension): 3.59, 2.05, 2.19, -2.95, 0.78, -0.23

Forces (eV/angstrom), in the order of the atoms: element, x, y, z
Si	-0.1748	0.0052	-0.3642
Si	0.2897	0.0353	-0.3367
Si	0.0651	0.3284	-0.646
Si	0.2054	-0.177	-0.5607
Si	0.053	-0.0082	-0.5126
Si	0.077	-0.2481	-0.6258
Si	-0.0277	0.0666	-0.3727
Si	0.1719	0.0613	-0.3028
Si	0.1406	-0.0601	-0.2263
Si	0.0599	0.0386	-0.308
Si	0.0988	0.0276	-0.1433
Si	-0.0224	0.0497	-0.0854
Si	-0.0135	-0.1057	-0.1052
Si	0.0098	0.0656	-0.2236
Si	-0.1995	-0.208	-0.4117
Si	0.0284	-0.02	-0.2677
Si	0.0318	-0.0154	0.1622
Si	-0.0793	0.0484	-0.0435
Si	-0.1349	-0.0465	0.0435
Si	-0.0855	0.0358	0.1289
Si	-0.1171	0.0282	0.0797
Si	-0.0224	0.1083	-0.0797
Si	-0.0404	0.0544	0.035
Si	-0.0322	0.0065	0.223
Si	-0.0844	0.0183	-0.0802
Si	0.1107	-0.0436	-0.0459
Si	-0.0824	0.048	0.0081
Si	-0.0286	0.0218	-0.0353
Si	0.0303	-0.0248	-0.1123
Si	-0.0002	0.0967	0.033
Si	-0.0971	-0.0644	0.0399
Si	0.0851	-0.0307	-0.1454
Si	0.1174	-0.0065	-0.1137
Si	-0.0536	0.0246	-0.1302
Si	0.0473	0.041	0.1883
Si	0.0796	-0.0208	0.1172
Si	-0.0062	0.0247	0.1198
Si	-0.0499	0.055	0.1572
Si	-0.0127	-0.0081	-0.1727
Si	-0.0333	0.0492	-0.061
Si	0.1377	-0.1226	0.086
Si	0.179	-0.0396	0.1461
Si	0.0138	-0.1014	-0.2473
Si	-0.0489	0.1089	-0.1443
Si	-0.1427	-0.1948	-0.1172
Si	-0.0662	0.1297	-0.2195
Si	-0.0354	0.0447	0.0267
Si	-0.0492	0.0389	-0.0211
Si	0.2074	-0.0082	0.3161
Si	-0.0353	-0.0241	0.319
Si	-0.044	0.0141	0.2571
Si	-0.1668	0.0175	0.1553
Si	0.0492	0.0284	0.0293
Si	-0.0113	0.0638	0.4574
Si	-0.1413	0.0152	0.2826
Si	0.1177	-0.1423	0.3036
Si	0.0437	-0.0944	0.5659
Si	0.3018	-0.1962	0.369
Si	0.2658	-0.0878	0.4239
Si	-0.1153	-0.1817	0.5963
Si	-0.141	-0.0378	0.5799
Si	-0.0371	0.2601	0.4117
Si	-0.1965	0.1799	0.1945
Si	0.0503	-0.1683	0.7218
Si	0.147	-0.2336	0.3625
Si	-0.0568	-0.0614	0.476
Si	0.0193	0.1544	-0.373
Si	-0.0009	-0.1313	0.2614
Si	-0.0898	-0.1374	-0.266
Si	0.0943	-0.1041	0.4538
Si	-0.0601	0.113	0.6083
Si	-0.061	0.1182	0.2113
Si	-0.0854	-0.0762	0.0129
Si	0.1447	0.0715	-0.2446
Si	-0.1502	0.1957	0.1322
Si	0.0008	-0.0559	0.2577
Si	0.0345	-0.0017	-0.0868
Si	0.0399	-0.1778	-0.3038
Si	-0.0244	0.1069	-0.325
Si	-0.1459	0.1061	-0.0974
Si	0.1764	-0.0669	-0.3143
Si	0.0146	-0.0927	-0.4167
Si	-0.0516	0.0601	-0.3448
Si	0.0629	-0.1431	-0.1125
Si	-0.0388	0.1136	-0.2765
Si	-0.0037	-0.1235	0.0983
Si	-0.153	0.2248	-0.029
Si	0.0236	0.1244	-0.0552
Si	-0.0983	-0.0536	-0.4571
Si	0.1186	0.1961	0.3113
O	-0.1082	-0.2196	0.4147
O	-0.0798	-0.0476	-0.0794
O	-0.276	-0.0066	0.3273
O	-0.001	0.1109	0.2364
O	0.0147	-0.1788	0.1634
O	-0.1878	0.0429	0.4507
O	0.0144	0.0676	0.1373
O	0.0367	0.1626	-0.0346
O	0.2564	-0.0012	0.4632
O	0.1549	-0.2448	0.3317
O	0.1622	-0.1028	0.2681
O	-0.1379	-0.0556	-0.1082
O	0.1192	0.1393	0.2548
O	0.0018	0.1827	0.643
O	0.3385	-0.2141	0.2462
O	-0.2736	-0.2854	0.5703
O	-0.0584	0.0502	-0.6741
O	-0.2041	0.2134	-0.461
O	-0.2515	0.1482	0.212
O	0.169	0.1448	0.0256
O	-0.0957	0.1955	-0.6582
O	-0.2568	0.0267	-0.4199
O	-0.1463	0.2392	-0.2161
O	0.2116	-0.249	-0.249
O	0.0686	-0.0225	-0.2308
O	0.0354	0.2469	-0.0434
O	-0.1389	-0.116	-0.3332
O	-0.0127	-0.1031	-0.7044
O	0.0477	0.0624	-0.6926
O	0.1184	0.1623	-0.1506
O	-0.1932	0.0263	-0.122
O	0.071	-0.0656	-0.5061
O	-0.2689	0.3218	-0.4397
O	0.0856	-0.0315	-0.0638
O	-0.1346	-0.0845	0.4013
O	0.2743	-0.1255	0.2032
O	0.3972	0.0028	-0.2933
O	-0.1325	-0.0519	0.0576
O	0.0342	-0.163	-0.1948
O	0.1627	0.2023	0.1334
O	0.2508	-0.2787	-0.3007
O	-0.3447	0.0383	-0.1035
O	-0.1036	0.38	-0.0434
O	-0.2781	0.094	0.219
O	0.1126	0.1806	0.011
O	-0.0999	0.1793	-0.1473
O	0.1043	0.1883	0.115
O	0.0968	0.1303	-0.0752
O	-0.2236	0.0027	0.158
O	0.1181	-0.0985	-0.3996
O	-0.2253	-0.1533	0.0687
O	-0.0231	-0.1707	-0.0493
O	-0.0507	0.2824	-0.0553
O	0.0015	-0.3587	0.2636
O	0.1207	0.0847	0.1557
O	0.2819	-0.1873	-0.0532
O	-0.1512	-0.1798	0.1794
O	0.1675	0.2185	-0.3592
O	-0.051	-0.1961	-0.0717
O	0.249	0.0949	0.3756
O	0.0952	0.0509	0.3526
O	-0.0228	-0.2701	-0.2642
O	0.1786	0.1749	0.7698
O	0.05	0.0326	0.2373
O	-0.005	-0.1287	0.1641
O	-0.0711	-0.2907	0.2381
O	-0.0158	0.0983	-0.3535
O	-0.2742	-0.1928	0.3006

The program warned: the forces do not sum to zero within the program's tolerance.
